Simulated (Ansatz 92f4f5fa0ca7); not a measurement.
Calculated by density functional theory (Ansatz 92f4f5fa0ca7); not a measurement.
Periodic cell of 215 atoms, Si132O82B1, from a study of silicon, its oxide and their interface. The atomic structure is a simulated model.
Doubt: the cutoff is far below the 930 eV that the study's wrapper takes by default for these files, so forces and energies are approximate.
This geometry differs little from another in the collection (a relaxation step or a small displacement).

Settings
functional: PBE
potential files: Ansatz PAW
basis: plane waves
wave-function cutoff: 580 eV
density cutoff ratio: 5
exchange-correlation grid ratio: 1
k mesh: 1 x 1 x 1, Gamma-centred
self-consistency stop: 5e-08 eV per atom in the density residual
occupations: fixed
spin: none
net charge: -1 e, with a uniform compensating background and no finite-size correction

Cell vectors (angstrom)
a  10.938  0  0
b  0  10.938  0
c  0  0  31.5432

Atoms: element, x, y, z (angstrom)
Si  10.4228  0.5711  24.4006
Si  6.0472  10.5043  24.1863
Si  2.1346  3.2561  24.1183
Si  8.6959  2.2428  24.367
Si  0.5  5.0507  24.1971
Si  5.0601  5.9156  24.2553
Si  3.4091  7.6603  24.2213
Si  7.8298  8.8298  24.0308
Si  1.3511  1.476  25.4718
Si  6.9362  1.254  25.583
Si  4.0354  4.1011  25.3455
Si  9.6604  4.0977  25.4415
Si  1.4881  6.8263  25.3822
Si  6.8854  6.999  25.3281
Si  4.2825  9.5176  25.4309
Si  9.4738  9.6628  25.5217
Si  2.7945  0.0072  26.6533
Si  8.0663  -0.1813  27.0999
Si  -0.0102  2.7387  26.9276
Si  5.4482  2.7204  26.6762
Si  2.7782  5.464  26.8453
Si  8.2286  5.5337  26.6422
Si  0.024  8.2148  26.6611
Si  5.696  8.3431  26.9581
Si  4.1683  1.3088  28.0935
Si  9.537  1.3109  28.216
Si  1.3898  4.1154  28.2211
Si  6.8352  4.1323  28.025
Si  4.2057  6.8711  28.1339
Si  9.5444  6.9044  28.0746
Si  1.3921  9.5913  28.0462
B  6.865  9.5538  28.2618
Si  0.0413  -0.0214  29.5181
Si  5.6199  -0.1587  29.331
Si  2.7908  2.6863  29.5059
Si  8.1712  2.762  29.4653
Si  -0.0344  5.524  29.4805
Si  5.5083  5.4571  29.4979
Si  2.7586  8.2178  29.4365
Si  8.0847  8.3346  29.3631
Si  1.3959  1.357  30.8839
Si  6.8016  1.3331  30.7718
Si  4.1272  4.0868  30.8642
Si  9.5515  4.1209  30.8218
Si  1.3738  6.8642  30.8104
Si  6.8832  6.859  30.8244
Si  4.1413  9.5934  30.7775
Si  9.5544  9.5362  30.8242
Si  2.7757  -0.0325  0.6674
Si  8.1847  0.0082  0.6262
Si  -0.0271  2.7504  0.6505
Si  5.4821  2.6838  0.6616
Si  2.7126  5.4785  0.6417
Si  8.2141  5.4619  0.6768
Si  0.0082  8.1851  0.6637
Si  5.4616  8.2088  0.6314
Si  4.1179  1.3338  2.0485
Si  9.5252  1.3773  2.0029
Si  1.3219  4.1327  2.0245
Si  6.8524  4.0528  2.0254
Si  4.0759  6.8606  1.9959
Si  9.605  6.8003  2.0428
Si  1.3846  9.5472  2.0303
Si  6.8245  9.5735  2.0208
Si  -0.0399  -0.01  3.3169
Si  5.4707  -0.0251  3.4672
Si  2.6925  2.721  3.3211
Si  8.19  2.6933  3.4703
Si  -0.018  5.46  3.5016
Si  5.4479  5.4609  3.2969
Si  2.7373  8.1906  3.4564
Si  8.2193  8.1849  3.3467
Si  1.2878  1.3674  4.6489
Si  6.839  1.303  4.8945
Si  4.0592  4.1138  4.6148
Si  9.5294  4.0587  4.8825
Si  1.3562  6.8668  4.8779
Si  6.8332  6.7944  4.6475
Si  4.101  9.5563  4.8708
Si  9.5737  9.5631  4.7167
Si  2.6126  0.0381  6.0815
Si  8.2279  -0.1348  6.2454
Si  -0.0229  2.6468  6.1804
Si  5.3731  2.7666  6.0487
Si  2.7498  5.4249  6.1142
Si  8.0887  5.4377  6.1562
Si  -0.0079  8.2934  6.2137
Si  5.5628  8.1404  6.1275
Si  3.467  1.9414  7.1508
Si  10.0202  0.8268  7.4496
Si  1.7704  3.6549  7.3272
Si  6.2028  4.5262  7.3602
Si  4.6322  6.3023  7.2336
Si  9.1552  7.1893  7.3014
Si  0.887  10.1545  7.4981
Si  7.4059  8.8851  7.4648
O  4.5482  6.6003  8.8678
O  1.4055  3.9803  8.9313
O  9.7298  6.5455  8.732
O  1.2981  10.1036  9.1408
O  6.0707  4.2236  9.0118
O  3.7037  1.6154  8.748
O  7.1279  8.9654  9.125
O  9.6455  1.0828  9.0596
O  8.1923  2.5079  22.8021
O  10.9798  5.5324  22.665
O  5.614  0.1113  22.6727
O  5.3221  5.442  22.6736
O  2.1755  2.8195  22.5
O  3.3579  7.909  22.5601
O  8.3895  8.7258  22.4378
O  -0.1866  11.1766  22.8107
Si  2.1503  2.9632  12.8903
Si  8.6821  1.3107  10.3433
Si  1.0619  4.4934  15.3575
Si  7.5385  5.581  12.1992
Si  2.4359  8.186  21.2594
Si  5.4133  7.7964  12.4588
Si  9.2723  0.4502  15.5019
Si  2.9213  -0.0459  16.6844
Si  10.4614  1.1524  12.6038
Si  7.7574  2.8217  21.2866
Si  9.1343  8.7779  14.4553
Si  1.4712  4.771  10.3494
Si  4.4915  9.4764  19.1672
Si  11.09  6.0992  21.1506
Si  6.6198  10.4429  14.8506
Si  5.3899  0.7301  21.2019
Si  2.3387  9.8108  10.3688
Si  0.4193  10.633  21.4312
Si  5.8542  5.2619  21.1681
Si  3.638  7.0826  10.0968
Si  9.04  5.6804  14.8472
Si  3.6586  4.0868  19.1246
Si  10.0325  3.6643  19.3646
Si  4.258  8.6644  15.3606
Si  0.4511  1.9159  17.1861
Si  6.8053  7.5339  19.266
Si  5.2576  3.6231  16.7614
Si  7.7912  5.0109  17.5495
Si  6.6588  9.9252  10.3537
Si  4.3723  1.0586  10.0865
Si  -0.0331  9.0808  11.8981
Si  9.1095  8.6305  20.9726
Si  4.5523  1.665  14.5947
Si  2.4439  2.0886  21.0773
Si  6.3234  3.3481  10.357
Si  3.4312  5.9114  16.745
Si  9.8762  6.5312  10.3395
O  0.1072  2.6169  18.6129
O  2.9306  9.6339  15.595
O  10.88  4.8164  20.1531
O  7.5783  2.4152  9.9329
O  10.9193  5.3342  10.7873
O  6.5936  6.7435  12.8602
O  10.3243  8.0528  10.7772
O  7.6701  9.4564  13.9965
O  8.4169  6.2097  10.9848
O  5.3655  10.4775  20.0963
O  2.1566  3.7322  11.4365
O  7.9894  8.5388  19.7748
O  6.2167  6.724  20.5532
O  5.5057  2.7143  15.4267
O  1.2847  0.9418  20.7529
O  6.05  9.0615  11.6142
O  4.618  4.9848  16.1218
O  6.5985  3.9048  17.6465
O  10.5118  10.6571  11.8235
O  5.5831  0.4987  14.0034
O  8.0382  5.0825  15.9532
O  9.7419  9.8112  15.5756
O  -0.3931  5.154  15.1195
O  1.6004  6.826  20.8646
O  1.5081  0.6403  17.1987
O  6.5962  1.7675  20.8147
O  1.0111  1.781  12.8341
O  3.245  5.4955  18.3366
O  9.5312  2.0057  11.5728
O  1.0021  3.1022  16.2068
O  8.5636  5.1342  13.3888
O  10.2801  8.5639  13.3089
O  1.4497  9.403  21.6882
O  10.0764  9.9404  20.6311
O  3.1737  0.2161  10.8613
O  5.0691  2.3656  10.817
O  1.7372  4.1368  13.9298
O  7.9154  10.869  10.832
O  9.1284  4.4571  18.265
O  5.6425  9.4872  15.7708
O  5.5263  -0.0263  9.7321
O  3.5894  2.3014  13.4068
O  1.9781  5.6395  16.0587
O  9.7083  1.0535  14.0444
O  4.4017  6.9444  11.5189
O  4.7412  4.504  20.2549
O  9.9589  1.3275  16.6606
O  6.6595  4.3227  11.6349
O  5.5929  8.4049  18.5913
O  9.086  2.7497  20.331
O  3.608  1.128  15.8017
O  4.2223  3.084  17.9288
O  9.9435  7.2262  20.8988
O  3.3474  8.6616  9.8136
O  3.9321  7.4185  16.3686
O  7.6379  0.4719  15.7072
O  8.9176  7.295  15.045
O  3.9272  1.4317  21.1371
O  1.5919  9.1456  11.6861
O  2.3172  6.1528  10.1898
O  7.3563  6.4627  18.1529
O  7.2087  4.3548  21.1528
O  4.5456  8.2447  13.7897
O  3.3462  8.6489  19.9865
O  2.4879  3.2371  19.8874
O  3.7446  10.3527  17.992

Results
free energy: -130700.316 eV
free energy less fixed offsets of B -154.04, O -568.88, Si -635.61 eV per atom: 2.404 eV

Forces (eV/angstrom), in the order of the atoms: element, x, y, z
Si  0.0078  -0.0533  -0.0598
Si  -0.02  0.0323  -0.0738
Si  0.0217  -0.0308  -0.0811
Si  -0.0426  0.0106  -0.0642
Si  -0.0283  0.0212  -0.0702
Si  0.0393  -0.0146  -0.0648
Si  0.0096  0.0571  -0.0638
Si  0.0379  0.0052  -0.0879
Si  -0.0037  -0.0006  -0.0156
Si  -0.0028  0.0196  -0.0621
Si  0.001  0.0091  -0.0107
Si  -0.0023  -0.0022  -0.0172
Si  0.011  0.0026  -0.0054
Si  -0.0155  -0.0347  -0.0659
Si  -0.0315  -0.0141  -0.066
Si  0.0397  -0.0064  -0.0684
Si  0.0163  -0.0131  0.0472
Si  -0.0561  -0.0451  0.1019
Si  -0.001  -0.0002  -0.0046
Si  0.009  -0.0143  0.0342
Si  0.0056  0.0054  0.0184
Si  -0.0165  0.0175  0.0498
Si  -0.031  0.0012  0.0344
Si  0.2305  0.2493  0.3165
Si  -0.0106  0.0029  -0.0319
Si  0.0162  0.0234  0.0689
Si  0.0001  0.0167  0.0759
Si  -0.0007  0.0156  -0.0383
Si  -0.0157  -0.0436  -0.0076
Si  0.0225  -0.0092  -0.0458
Si  0.0159  -0.0012  -0.0361
B  -0.1904  -0.2143  -0.4454
Si  -0.0311  0.0206  -0.0047
Si  -0.064  0.1002  0.1142
Si  -0.0119  0.0119  -0.0179
Si  0.0257  -0.0333  0.0048
Si  0.0095  -0.0101  -0.0151
Si  -0.0122  0.0283  -0.0012
Si  0.0059  0.0005  0.0218
Si  0.0896  -0.0657  0.1083
Si  0.0078  -0.0007  -0.0066
Si  -0.0044  -0.0101  -0.0022
Si  0.0039  -0.01  0
Si  -0.0011  0.011  -0.0059
Si  -0.0094  -0.002  -0.0039
Si  -0.013  -0.003  0.0029
Si  0.0083  -0.0094  -0.0022
Si  0.0001  -0.0022  0.0027
Si  0.0007  -0.0003  -0.0014
Si  -0.0053  0.0072  -0.0013
Si  -0.0083  -0.0044  0.0082
Si  0.0044  0.0003  -0.0005
Si  0.0042  0.0079  0.0073
Si  0.0049  0.0043  -0.004
Si  -0.0016  -0.0006  -0.0011
Si  -0.0026  0.0056  -0.0032
Si  0.0022  -0.0009  0.003
Si  0.0231  -0.0235  0.0154
Si  0.0198  -0.0211  -0.0008
Si  -0.022  0.0146  0.0118
Si  0.0213  -0.0229  0.0186
Si  -0.0221  0.0227  0.0006
Si  -0.0045  0.0056  0.0097
Si  0.0007  -0.0011  -0.0019
Si  -0.0541  0.0015  -0.1107
Si  -0.0024  0.0019  0.0306
Si  -0.0176  -0.0007  -0.1222
Si  -0.0044  -0.0242  0.0317
Si  -0.0116  0.0081  0.0482
Si  -0.0013  0.0294  -0.1368
Si  0.0056  0.0045  0.0281
Si  0.0389  -0.0054  -0.0596
Si  0.0069  -0.0071  0.0544
Si  0.0118  -0.0005  -0.0399
Si  0.0081  -0.0001  0.065
Si  0.0079  0.014  -0.0454
Si  -0.0106  -0.0009  -0.0406
Si  -0.0053  0.0044  0.0544
Si  0.0048  -0.0047  -0.0399
Si  -0.0032  0.0032  0.0298
Si  0.0072  0.0102  0.0263
Si  -0.0033  -0.0021  -0.0025
Si  -0.0129  -0.0008  0.0144
Si  -0.0084  -0.0077  0.0232
Si  -0.0029  0.0101  0.0078
Si  0.0003  0.0028  0.0136
Si  -0.0033  -0.0012  0.0057
Si  -0.0033  0.0011  0.0102
Si  0.0423  -0.0465  0.0624
Si  -0.0186  0.0151  0.0741
Si  -0.0183  0.0232  0.0775
Si  0.0084  -0.0266  0.0714
Si  -0.0128  0.0297  0.0703
Si  0.0249  -0.0252  0.0611
Si  0.0227  -0.0091  0.0719
Si  -0.0175  0.0114  0.066
O  0.0317  -0.0296  -0.083
O  0.0105  -0.0328  -0.097
O  -0.0216  0.02  -0.0794
O  -0.0426  0.0141  -0.0887
O  -0.0055  0.0349  -0.0894
O  -0.0197  0.0254  -0.0551
O  0.0225  -0.0213  -0.0763
O  0.0399  -0.0167  -0.0877
O  0.0317  -0.0256  0.1017
O  0.017  -0.0365  0.0998
O  0.0261  -0.0441  0.1077
O  -0.034  0.0224  0.1112
O  -0.0168  0.0463  0.1171
O  0.025  -0.0295  0.0978
O  -0.0468  0.0099  0.1189
O  -0.0336  0.0336  0.0969
Si  0.0025  -0.0141  0.0201
Si  -0.0266  0.0123  0.0547
Si  -0.0029  0.0048  0.0035
Si  0.0004  0.0103  0.0136
Si  -0.0107  0.0091  -0.0631
Si  0.003  0.0003  0.0165
Si  -0.0104  -0.01  0.0045
Si  -0.0117  0.0075  -0.0232
Si  0.0147  -0.0035  0.0135
Si  0.0064  0.025  -0.0694
Si  -0.0135  0.0062  0.0052
Si  0.0082  0.0128  0.0608
Si  -0.0085  0.0002  -0.0365
Si  0.0027  -0.0005  -0.0701
Si  0.0056  0.0046  -0.0022
Si  -0.0228  0.0094  -0.0691
Si  0.0227  -0.0097  0.0432
Si  0.0263  -0.0161  -0.0428
Si  0.005  -0.0041  -0.083
Si  -0.0267  0.0136  0.0498
Si  0.0127  0.0082  0.0054
Si  0.0009  0.0151  -0.0432
Si  0.0028  -0.0072  -0.0366
Si  -0.0002  0.0081  0.0052
Si  0.0038  -0.0108  -0.0205
Si  -0.0114  -0.0155  -0.0277
Si  0.0039  0.0018  -0.0098
Si  -0.0097  -0.0154  -0.0132
Si  -0.0193  0.0207  0.0376
Si  0.0235  -0.0092  0.0208
Si  -0.0141  0.0146  0.0159
Si  0.0113  -0.0141  -0.0675
Si  0.0063  -0.0066  0.0007
Si  0.0169  -0.0073  -0.0748
Si  0.013  -0.0283  0.05
Si  -0.0059  0.0057  -0.0136
Si  -0.0044  0.0057  0.0562
O  -0.0146  0.0177  0.0186
O  0.0028  -0.0007  0.0075
O  0.0121  0.0353  0.0276
O  0.0007  0.0047  0.0064
O  0.0045  0.0001  -0.0094
O  0.0036  -0.0042  -0.0059
O  -0.0046  -0.0202  -0.0106
O  0.001  -0.0035  0.0031
O  0.0164  0.0039  -0.0101
O  0.0117  0.0333  0.0321
O  -0.0115  0.0265  -0.0296
O  0.0307  0.0126  0.0264
O  -0.0081  -0.0206  0.0204
O  0.0013  0.0032  0.0039
O  -0.0049  -0.0078  0.0111
O  0.0113  0.0163  -0.0231
O  -0.0021  -0.0022  0.0049
O  0.0079  0.0057  -0.0022
O  0.005  -0.0072  0.0015
O  -0.0029  0.0002  0.0051
O  -0.004  -0.0017  0.0087
O  0.0028  -0.0002  -0.0044
O  -0.004  -0.0005  -0.0004
O  -0.0053  0.0027  0.0065
O  -0.0025  0.002  -0.0004
O  -0.0024  -0.0068  0.0123
O  -0.0076  -0.0013  0.0028
O  0.004  -0.0128  0.0169
O  -0.0208  -0.0063  -0.0242
O  -0.0006  -0.006  0.0028
O  -0.0125  0.001  -0.0128
O  0.0137  -0.0004  -0.0166
O  -0.0078  0.0092  -0.0011
O  0.0016  0.0002  0.0094
O  0.0052  -0.0008  -0.0104
O  0.0011  -0.0063  -0.0142
O  0.002  -0.0074  -0.0057
O  -0.0051  0.0007  -0.0126
O  0.0187  -0.0117  0.0162
O  -0.0053  -0.0055  -0.0014
O  -0.0041  0.005  0.0128
O  -0.0102  0.0063  -0.0042
O  0.0054  -0.0032  -0.0002
O  0.0085  0.0048  -0.0172
O  -0.0141  -0.0038  -0.0236
O  0.0316  0.0134  0.0329
O  0.0088  0.0072  0.0018
O  -0.0078  -0.0189  -0.0215
O  0.0017  0.0028  0.0099
O  -0.035  -0.0121  0.0287
O  -0.0028  -0.0001  0.0043
O  -0.0134  -0.0016  0.0189
O  -0.0009  0.0066  0.0054
O  -0.0017  -0.0005  -0.0007
O  0.0018  -0.0019  -0.001
O  0.0015  0.0023  -0.0016
O  0.0003  -0.0029  -0.0029
O  0.0088  -0.004  0.0074
O  0.007  0.0099  -0.0149
O  0.0077  -0.0039  -0.0038
O  -0.0075  0.026  0.0159
O  -0.001  -0.0148  0.0083
O  0.008  -0.0053  -0.0148
O  -0.0254  -0.0152  0.0285
O  -0.014  -0.0311  0.0321
O  0.0217  -0.0173  0.03

The program warned: the cutoff lies below the one the program advises for these potential files; the exchange-correlation potential is rough where the density is thin.
